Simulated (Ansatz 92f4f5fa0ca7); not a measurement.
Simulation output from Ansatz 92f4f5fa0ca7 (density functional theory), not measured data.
Periodic cell of 224 atoms, Si133O90H1, from a study of silicon, its oxide and their interface. The atomic structure is a simulated model.
Doubt: the cutoff is far below the 930 eV that the study's wrapper takes by default for these files, so forces and energies are approximate.

Settings: functional PBE; potential files Ansatz PAW; basis plane waves; wave-function cutoff 580 eV; density cutoff ratio 5; exchange-correlation grid ratio 1; k mesh 1 x 1 x 1, Gamma-centred; self-consistency stop 5e-08 eV per atom in the density residual; occupations fixed; spin none; net charge -1 e, with a uniform compensating background and no finite-size correction.

Cell vectors (angstrom)
a 10.938 0 0
b 0 10.938 0
c 0 0 33.1784

Atoms: element, x, y, z (angstrom)
Si 0.4512 -0.3596 25.8017
Si 5.3315 0.319 25.6606
Si 2.9422 2.4136 25.6437
Si 7.9697 3.0073 25.9329
Si -0.28 5.6227 25.6253
Si 5.8691 5.3076 25.7438
Si 2.6424 8.2927 25.5519
Si 8.5669 8.0172 25.6637
Si 1.5001 1.2829 27.1126
Si 6.7918 1.4038 27.1451
Si 4.119 4.1147 26.8818
Si 9.6006 4.1459 27.1317
Si 1.392 6.7797 26.9061
Si 6.9819 6.8709 27.0604
Si 4.1911 9.5347 26.8927
Si 9.6907 9.5304 27.0575
Si 2.8427 -0.0964 28.418
Si 8.2343 -0.0238 28.3777
Si 0.0475 2.6919 28.3891
Si 5.4093 2.7852 28.4178
Si 2.7496 5.4417 28.3229
Si 8.2346 5.4795 28.4727
Si 0.0662 8.1335 28.3999
Si 5.5079 8.1947 28.3537
Si 4.1018 1.3673 29.7602
Si 9.5708 1.3673 29.7602
Si 1.3673 4.1018 29.7602
Si 6.8362 4.1018 29.7602
Si 4.1018 6.8362 29.7602
Si 9.5708 6.8362 29.7602
Si 1.3673 9.5708 29.7602
Si 6.8362 9.5708 29.7602
Si 0 0 31.1274
Si 5.469 0 31.1274
Si 2.7345 2.7345 31.1274
Si 8.2035 2.7345 31.1274
Si 0 5.469 31.1274
Si 5.469 5.469 31.1274
Si 2.7345 8.2035 31.1274
Si 8.2035 8.2035 31.1274
Si 1.3673 1.3673 32.4947
Si 6.8362 1.3673 32.4947
Si 4.1018 4.1018 32.4947
Si 9.5708 4.1018 32.4947
Si 1.3673 6.8362 32.4947
Si 6.8362 6.8362 32.4947
Si 4.1018 9.5708 32.4947
Si 9.5708 9.5708 32.4947
Si 2.7345 0 0.6835
Si 8.2035 0 0.6835
Si 0 2.7345 0.6835
Si 5.469 2.7345 0.6835
Si 2.7345 5.469 0.6835
Si 8.2035 5.469 0.6835
Si 0 8.2035 0.6835
Si 5.469 8.2035 0.6835
Si 4.1018 1.3673 2.0507
Si 9.5708 1.3673 2.0507
Si 1.3673 4.1018 2.0507
Si 6.8362 4.1018 2.0507
Si 4.1018 6.8362 2.0507
Si 9.5708 6.8362 2.0507
Si 1.3673 9.5708 2.0507
Si 6.8362 9.5708 2.0507
Si 0 0 3.418
Si 5.469 0 3.418
Si 2.7345 2.7345 3.418
Si 8.2035 2.7345 3.418
Si 0 5.469 3.418
Si 5.469 5.469 3.418
Si 2.7345 8.2035 3.418
Si 8.2035 8.2035 3.418
Si 1.336 1.3706 4.8098
Si 6.7935 1.3899 4.768
Si 4.0371 4.1722 4.744
Si 9.5594 4.1163 4.8163
Si 1.3592 6.8452 4.8019
Si 6.8065 6.8463 4.7969
Si 4.0769 9.5752 4.8507
Si 9.5072 9.6289 4.6882
Si 2.6259 -0.053 6.2326
Si 8.1512 0.0016 6.0984
Si -0.0325 2.7518 6.2159
Si 5.3395 2.7352 6.0415
Si 2.7274 5.5094 6.2332
Si 8.1283 5.4326 6.1747
Si -0.1259 8.233 5.9984
Si 5.4502 8.1982 6.2409
Si 3.782 1.6234 7.4084
Si 9.6826 1.1341 7.4533
Si 1.5913 3.895 7.5288
Si 6.5114 4.208 7.4161
Si 4.3801 6.5659 7.6084
Si 9.2656 7.1241 7.3533
Si 0.8948 9.7459 7.4479
Si 7.0713 9.3844 7.5012
O 9.5963 6.8135 25.1446
O 4.1342 1.3581 25.1427
O 8.1895 8.2412 7.958
O 2.704 2.751 7.9812
O 6.9132 4.104 25.2723
O 1.5123 9.4576 25.1719
O 5.4829 5.3844 7.9255
O -0.1196 0.0286 7.8915
O 6.9584 3.376 8.7666
O 6.5441 10.1445 8.8737
O 10.1541 6.5529 8.6052
O 1.1135 8.8702 8.8177
O 4.6091 1.0474 8.6925
O 1.0266 4.6094 8.9158
O 8.9222 1.5671 8.853
O 3.9559 7.0308 9.127
O 8.0373 8.859 24.3504
O 8.7544 2.2457 24.7367
O 5.5368 6.2633 24.4407
O 1.9819 2.8252 24.3686
O 10.7694 0.393 24.5015
O 0.174 4.7713 24.2877
O 6.9577 11.8513 20.6506
O 6.2385 10.8002 24.367
Si 9.6836 1.3451 23.7716
Si 4.8629 6.2498 20.4611
Si 1.0401 8.919 10.4531
Si 17.3474 5.2311 15.9166
Si 6.983 2.0902 19.4893
Si 19.2581 14.3199 12.6168
Si 10.9506 5.1043 16.8572
Si 9.0028 -0.6886 16.3362
Si 15.2987 10.3694 18.9715
Si 12.1511 3.0325 18.4838
Si 8.3439 2.9452 9.5131
Si 3.0723 7.7427 18.482
Si 11.2368 1.1422 16.3076
Si 0.3824 13.6851 13.5406
Si 3.9487 2.3066 20.0154
Si 6.0966 2.4285 14.4402
Si 7.5208 5.6492 18.8809
Si 5.2009 10.7684 9.5845
Si 15.2287 6.5195 23.4116
Si 17.8358 10.2195 20.5853
Si 3.1492 4.2248 21.8859
Si 11.3382 9.6026 14.839
Si 6.3482 11.437 16.9026
Si 5.2734 8.3053 13.1267
Si 10.5284 5.2074 9.4344
Si 3.757 6.915 15.4708
Si 7.4677 10.1428 23.4983
Si -2.0596 8.5079 18.8783
Si -0.3893 6.8045 12.06
Si 1.564 11.0376 12.344
Si 11.1224 6.7897 19.0963
Si 3.8353 8.1211 10.3356
Si 0.8133 3.5203 23.427
Si 9.4498 4.2046 19.1102
Si 4.8057 11.2943 12.5522
Si 7.8019 6.2945 13.4994
Si 1.3206 5.4303 14.1517
O 10.27 8.0846 19.6261
O 5.0723 1.7788 13.3167
O 10.7782 3.0738 19.3525
O 7.1274 12.2773 18.0433
O 4.1502 7.9798 14.2735
O 3.802 0.699 19.8191
O 2.3374 8.0658 10.9465
O -1.3052 4.3089 17.3891
O 7.6727 4.8963 12.6172
O 9.3512 -1.7952 17.4556
O 5.8605 14.8592 15.0582
O 5.4725 9.9417 13.2198
O 10.707 8.1706 11.1555
O 17.7236 5.0372 17.481
O 1.0675 10.7094 15.8402
O 5.9022 12.3797 15.687
O 1.7828 7.1231 19.2707
O 19.1985 3.056 19.6863
O 7.8646 18.2024 18.6133
O 12.1161 1.6953 17.532
O 3.1885 11.1035 12.4447
O 3.2711 7.5933 24.1698
O 19.1267 9.6616 19.7884
O 9.4115 4.0925 9.102
O 11.8828 9.9118 13.3389
O 3.7887 2.737 21.6158
O 4.8179 7.0318 21.9477
O 1.1402 10.4973 10.8556
O 5.1582 6.2534 15.8985
O 18.3211 10.3551 16.2465
O -2.8209 2.779 11.1012
O 6.6499 7.4365 13.2758
O 5.4564 2.7641 19.524
O 11.0507 5.2559 15.2417
O 15.9364 10.7563 17.5103
O 9.6948 11.6895 16.7114
O 0.2282 2.195 15.0576
O 3.6239 5.0242 23.2536
O 14.0288 -3.4308 16.8535
O 11.7956 8.1001 15.2115
O 5.4916 11.3807 11.0555
O 4.0862 -1.3556 9.6413
O 8.6356 11.2328 23.0889
O 4.8279 7.8846 11.5923
O 10.6008 2.4374 22.96
O 3.6781 5.1236 20.637
O 7.6941 5.8617 15.0766
O -0.4651 5.5427 11.0081
O 9.6919 9.7704 14.9163
O 0.8977 12.4975 12.548
O 6.873 9.606 22.1005
O 1.4868 3.9449 13.4673
O 4.4071 7.1337 19.1805
O 2.7411 5.8236 14.8197
O 9.8999 14.272 12.9828
O 3.119 9.3561 18.7345
O 9.2168 6.9433 12.9932
O 17.2826 5.6841 20.1048
O 0.8994 6.4925 12.9877
O 10.9593 6.6477 17.448
O 16.4784 9.6834 19.8677
O 1.5268 4.0843 22.0774
O 10.4914 5.4663 19.784
O 23.2124 4.3339 17.4682
O 13.595 2.9669 19.2622
O 7.5585 2.4278 13.698
H 11.8296 7.8481 16.1833

Results
free energy: -135745.123 eV
free energy less fixed offsets of H -15.97, O -568.88, Si -635.61 eV per atom: 6.177 eV

Forces (eV/angstrom), in the order of the atoms: element, x, y, z
Si 0.0041 0.0038 -0.0494
Si 0.0038 0.0005 -0.0235
Si -0.0052 0.0058 -0.0114
Si -0.0037 0.0134 -0.0079
Si 0.0024 0.0008 -0.0255
Si -0.0007 0.01 -0.0214
Si 0.0032 0.0005 -0.0192
Si -0.0036 -0.0017 -0.0172
Si 0.0046 0.0023 0.0074
Si -0.0017 -0.0015 0.0057
Si 0.0007 -0.0014 0.0058
Si -0.0019 0.001 0.0056
Si -0.0015 0.0037 0.0093
Si -0.0025 -0.0015 0.0037
Si -0.004 -0.0041 0.0097
Si -0.0055 -0.0037 0.0087
Si -0.0039 -0.0039 -0.0039
Si -0.0006 -0.0023 0.0025
Si 0.0011 -0.0059 0.0001
Si -0.0025 0.0018 0.0015
Si -0.0025 -0.0043 -0.0027
Si 0.0013 0.0035 0.0027
Si 0.004 -0.0039 -0.0017
Si -0.0017 -0.0024 -0.0031
Si 0.0567 -0.0593 0.2686
Si 0.0597 -0.0708 -0.097
Si 0.2027 -0.0332 -0.2114
Si -0.1997 0.0821 0.2443
Si 0.0098 -0.0528 -0.4845
Si 0.3781 0.1139 0.5244
Si 0.2624 -0.3175 0.0738
Si 0.0841 -0.0332 -0.1338
Si -0.0027 0.0259 -0.0367
Si 0.0593 0.1771 -0.0063
Si -0.0555 -0.075 -0.0069
Si -0.0585 0.0141 -0.0249
Si -0.0703 0.0939 0.005
Si 0.0666 -0.0163 0.0035
Si -0.092 0.0693 0.0184
Si 0.0654 0.0377 -0.0076
Si -0.0054 0.0309 -0.0026
Si 0.0324 -0.0829 -0.0071
Si 0.0057 -0.0014 -0.019
Si 0.0644 -0.025 -0.0352
Si 0.0641 -0.0857 -0.0129
Si -0.019 0.016 -0.0065
Si 0.0447 -0.0598 -0.0377
Si -0.0289 -0.0135 -0.0129
Si -0.0161 0.008 0.0065
Si 0.0071 0.073 0.0494
Si -0.0974 0.0243 0.0112
Si 0.017 0.0123 0.0139
Si -0.034 0.0271 0.0407
Si -0.0025 -0.0153 0.0083
Si -0.0049 0.0007 0.0081
Si -0.0304 0.0822 0.0058
Si -0.016 -0.0276 0.0404
Si 0.0919 -0.0159 -0.017
Si -0.0438 -0.1224 -0.0188
Si 0.011 0.0071 0.0395
Si 0.0887 -0.0286 -0.0199
Si -0.0163 0.0072 0.0324
Si -0.0007 0.0207 0.04
Si -0.0599 -0.1619 -0.0271
Si 0.0467 0.3544 -0.3598
Si -0.2259 -0.1687 0.1446
Si -0.2984 -0.0085 -0.0086
Si 0.0515 0.0819 0.1244
Si 0.0298 -0.057 0.1665
Si -0.0644 0.2583 -0.2045
Si 0.0795 0.0368 0.2426
Si -0.3742 -0.1396 -0.3206
Si 0.0011 -0.0027 -0.0006
Si 0.0016 -0.0036 0
Si 0.0014 -0.0016 0.0019
Si 0.002 -0.0007 0.0002
Si -0.0047 0.0054 0.0014
Si 0.0028 -0.0007 0.001
Si -0.0016 0.0002 0.0017
Si 0.0002 -0.0017 0.0041
Si 0.001 -0.0016 -0.0089
Si 0.0001 -0.0005 -0.0084
Si 0.0012 -0.0003 -0.0091
Si 0.001 0.0029 -0.0043
Si -0.0008 -0.0035 -0.0078
Si -0.0068 -0.0004 -0.0114
Si 0.0013 0.0029 -0.0073
Si -0.0016 0.0017 -0.0137
Si -0.0012 0.0032 0.0315
Si -0.004 -0.0022 0.0133
Si -0.0054 0.007 0.0235
Si -0.004 -0.001 0.0247
Si 0.0024 -0.0045 0.0382
Si 0.0068 0.008 0.0217
Si -0.0077 -0.0044 0.0289
Si 0.0009 0.002 0.0166
O 0.0021 -0.0004 -0.0023
O -0.0031 -0.0003 -0.0069
O 0.0004 -0.0037 0.0074
O 0.0064 -0.0043 0.0007
O -0.0078 0.003 -0.0085
O -0.003 0.0059 -0.0059
O 0.0005 -0.0017 -0.0098
O 0.0044 -0.0041 0.0032
O -0.0111 0.0074 -0.0214
O 0.0049 -0.002 -0.0155
O -0.0082 0.0084 -0.0263
O -0.0009 0.0057 -0.0319
O -0.0096 0.0107 -0.0304
O 0.0055 -0.0047 -0.0174
O 0.0028 -0.0057 -0.0151
O 0.0051 -0.007 -0.025
O 0.0065 -0.0105 0.0259
O -0.0069 0.0021 0.018
O 0.0077 -0.0069 0.0231
O 0.0099 -0.0095 0.0249
O 0.0183 -0.0203 0.0497
O -0.0043 0.0068 0.0219
O -0.0045 -0.0237 0.0146
O -0.0198 0.0079 0.0348
Si 0.0021 0.0025 -0.0436
Si 0.0748 -0.0293 -0.0595
Si -0.0023 0.0061 0.0437
Si 0.0061 0.0017 0.0836
Si 0.0675 0.0573 -0.0028
Si 0.0024 0.0044 0.0276
Si -0.0255 -0.068 0.0006
Si 0.0222 -0.0109 -0.058
Si 0.0016 -0.0066 0.0034
Si -0.0578 -0.0462 0.0266
Si 0.0052 0.0037 0.0442
Si -0.014 0.0077 0.0313
Si 0.0145 -0.0014 0.0214
Si 0.0059 -0.0105 0.0213
Si 0.0283 -0.0022 -0.0276
Si -0.0012 0.0038 0.0123
Si 0.1102 -0.0337 0.0655
Si -0.003 -0.0065 0.0429
Si 0.0097 -0.0062 -0.0616
Si -0.0021 0.0247 -0.0258
Si 0.0064 0.0071 -0.034
Si -0.028 -0.0737 -0.0091
Si 0.0447 0.0031 0.0254
Si -0.0022 -0.0068 0.0286
Si 0.0007 -0.0015 0.0446
Si 0.0191 -0.0402 -0.019
Si 0.0159 0.0013 -0.0464
Si -0.0278 -0.0555 -0.0549
Si 0.0022 0.0025 0.0441
Si -0.0117 -0.009 0.0452
Si -0.0472 0.014 0.0793
Si 0.0009 0.004 0.0408
Si -0.0094 -0.0004 -0.0491
Si -0.0012 -0.0458 0.0026
Si -0.0084 0.0045 0.026
Si -0.0006 -0.0008 0.0258
Si 0.0153 0.0203 0.0159
O 0.019 -0.0445 -0.0342
O -0.0051 -0.0151 -0.0185
O -0.0401 0.0465 -0.0141
O -0.0049 -0.0044 -0.0172
O 0.011 0.0148 -0.0142
O -0.0105 0.0095 0.0135
O 0.0012 0.0034 -0.0164
O 0.0977 -0.0081 -0.0945
O 0.0003 -0.0058 -0.0094
O 0.0123 -0.072 0.098
O -0.0076 -0.0058 -0.0129
O -0.0015 0.0034 -0.0076
O 0.0028 0.0042 -0.0185
O -0.0605 -0.0172 -0.1132
O 0.0103 0.0437 0.0029
O -0.0154 0.039 -0.0358
O -0.0261 0.0135 -0.0025
O -0.051 -0.1649 0.0369
O 0.0074 0.1544 -0.0334
O -0.001 0.0054 -0.0069
O 0.0032 0.0002 -0.0106
O -0.01 0.0103 0.0261
O 0.0097 0.0258 0.0233
O -0.0017 -0.0043 -0.0146
O 0.0074 0.0278 0.0075
O -0.0052 0.0018 0.0226
O -0.0198 0.0132 0.0621
O 0.0003 -0.0136 -0.0297
O -0.0328 0.0246 -0.0173
O -0.0501 -0.0156 -0.0117
O 0.0007 -0.0037 -0.0346
O -0.0046 0.0062 -0.0072
O -0.0201 -0.009 0.0096
O -0.0136 -0.001 0.0102
O -0.0369 -0.0088 0
O 0.0266 0.0715 0.0248
O -0.0001 0.0114 -0.025
O -0.0007 0.001 0.0287
O 0.0156 0.0218 -0.0106
O 0.3613 -0.2188 1.0668
O 0.0039 -0.0028 -0.0258
O 0.0042 0.003 -0.0155
O 0.0076 0.0033 0.0191
O -0.0079 0.0007 -0.0236
O -0.0037 -0.0072 0.0187
O -0.0254 0.0066 0.0193
O 0.0121 0.0069 -0.0322
O -0.0012 -0.0045 -0.0269
O 0.0155 -0.0019 -0.009
O 0.0007 0.0074 -0.0065
O -0.0032 0.0002 0.0252
O -0.0047 -0.0078 -0.005
O -0.0066 0.0087 0.0009
O 0.0058 -0.0142 -0.0033
O -0.0074 0.0002 -0.0053
O -0.0105 0.0062 -0.001
O 0.0081 -0.004 -0.0125
O -0.1367 0.042 0.0775
O -0.0133 0.0016 -0.0211
O -0.0159 -0.0086 -0.0207
O -0.0022 -0.0096 0.0086
O -0.0063 -0.0076 0.0263
O 0.142 0.0944 0.0039
O -0.0056 0.0727 -0.0474
O 0.035 -0.0072 0.0019
O 0.0067 -0.0026 -0.0083
H -0.3998 0.2103 -1.0756

The program warned: the cutoff lies below the one the program advises for these potential files; the exchange-correlation potential is rough where the density is thin.
